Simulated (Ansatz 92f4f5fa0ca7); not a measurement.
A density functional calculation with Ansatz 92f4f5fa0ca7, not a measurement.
Periodic cell of 238 atoms, Si134O104, from a study of silicon, its oxide and their interface. The atomic structure is a simulated model.

Settings: functional PBE; potential files Ansatz PAW; basis plane waves; wave-function cutoff 700 eV; density cutoff ratio 5; exchange-correlation grid ratio 2; k mesh 2 x 2 x 1, shifted by 0.5 0.5 0.5 of a step; self-consistency stop 5e-08 eV per atom in the density residual; occupations Fermi-Dirac, 0.05 eV; spin none; net charge 0.

Cell vectors (angstrom)
a	11.5983	0	0
b	0	15.4644	0
c	1.7206	2.3131	23.9579

Atoms: element, x, y, z (angstrom)
Si	-0.3842	0.9838	-1.0484
Si	-0.8833	4.6733	2.0207
Si	-2.4194	9.2074	-0.1202
Si	0.1441	12.391	1.75
Si	4.1903	-0.8692	1.3116
Si	4.0623	4.8841	-0.5776
Si	4.8961	8.545	2.0907
Si	2.0944	11.8467	-0.6943
Si	6.8988	-2.0744	-2.0859
Si	6.1858	3.0599	-1.3727
Si	5.0489	8.9898	-0.2852
Si	5.2323	12.4135	1.6708
Si	-0.8765	0.8963	2.1749
Si	-0.5043	4.0931	-1.1828
Si	0.038	8.5848	1.7611
Si	-1.6655	12.258	0.2951
Si	6.5369	0.4084	-0.1979
Si	4.2622	4.3114	2.1977
Si	1.9046	8.8976	-0.6908
Si	7.4989	12.6739	2.3209
Si	8.3541	0.9661	2.2735
Si	8.2862	4.9187	2.3454
Si	7.2293	8.7749	2.3491
Si	5.2645	11.3623	-0.4375
Si	-0.099	2.8329	3.3393
Si	0.0249	6.6396	3.1342
Si	0.0716	10.537	3.1826
Si	-0.018	14.4028	3.2131
Si	3.9187	2.4278	3.6266
Si	4.0666	6.544	3.2443
Si	4.2278	10.6578	3.1844
Si	3.8379	15.4148	3.5036
Si	7.7691	2.8915	3.5367
Si	7.8593	6.8442	3.5496
Si	7.745	10.6972	3.5642
Si	7.7269	14.613	3.6229
Si	-1.8823	2.856	4.8549
Si	-1.7429	6.8486	4.7499
Si	-1.8134	10.5788	4.6711
Si	-1.849	14.4626	4.8311
Si	1.9064	2.8364	4.7466
Si	2.0338	6.7287	4.5181
Si	2.108	10.6165	4.4516
Si	1.8967	14.6696	4.6813
Si	5.8478	2.7496	4.9659
Si	5.8651	6.7207	4.7976
Si	5.8377	10.7461	4.9116
Si	5.7475	14.7496	4.9072
Si	-1.8316	0.9875	6.288
Si	-1.7825	4.8592	6.0379
Si	-1.9332	8.741	6.1375
Si	-1.9347	12.4614	6.034
Si	1.8841	1.0064	6.2769
Si	2.0664	4.8439	5.9732
Si	2.0759	8.7026	5.948
Si	2.0139	12.5669	5.8481
Si	5.9207	0.9497	6.5729
Si	5.8967	4.7819	6.1229
Si	5.8087	8.7189	6.1509
Si	5.8061	12.7424	6.2172
Si	0.0537	1.0523	7.7447
Si	0.1635	4.7718	7.3435
Si	0.0852	8.7684	7.315
Si	0.049	12.565	7.2223
Si	3.7923	0.9828	7.7877
Si	3.977	4.8361	7.4643
Si	3.9315	8.6893	7.5682
Si	3.7821	12.551	7.4242
Si	7.9867	0.9378	7.8813
Si	7.8839	4.8021	7.3647
Si	7.6776	8.7698	7.5867
Si	7.8538	12.6117	7.5337
Si	2.1505	4.1476	10.2458
Si	1.9228	6.5427	9.8933
Si	-0.1103	10.6852	8.651
Si	-0.369	14.3546	8.7075
Si	3.9538	3.0693	9.0496
Si	4.0544	6.7296	8.9425
Si	3.7367	10.6789	8.8946
Si	3.4151	14.3139	8.9189
Si	7.9889	3.0753	8.9793
Si	9.7782	6.445	9.8436
Si	9.5751	10.7204	10.1503
Si	8.8096	14.3244	8.9347
Si	0.209	3.1533	9.0673
Si	0.0839	6.7806	8.5049
Si	1.7034	10.8192	10.1068
Si	1.3861	13.4429	10.0242
Si	6.0189	3.4798	10.204
Si	6.0387	5.9515	10.2515
Si	5.5411	11.5118	10.3571
Si	4.6378	13.8182	10.8714
Si	9.8805	3.9716	10.1786
Si	7.7512	6.6863	8.7245
Si	7.5247	10.7795	8.9863
Si	9.0523	13.0601	10.9719
Si	2.854	13.9174	12.4424
Si	1.3135	8.54	11.2422
Si	7.2366	7.5595	12.8348
Si	6.5707	7.4505	18.0201
Si	11.8929	11.0886	14.7649
Si	14.2491	4.803	16.1586
Si	9.995	7.1903	21.4532
Si	14.7674	15.2636	16.7301
Si	10.5645	3.3613	13.2845
Si	14.0595	9.2174	13.8123
Si	9.8152	8.4718	11.1511
Si	6.0062	16.4261	12.2364
Si	0.0458	0.8871	21.6628
Si	8.1094	1.2906	16.5646
Si	13.3394	1.2861	19.1166
Si	10.7539	0.7876	14.9522
Si	8.2616	6.8743	15.5939
Si	5.4667	10.1042	13.3446
Si	4.633	2.4202	19.9076
Si	10.461	8.8775	16.4476
Si	3.518	1.1296	14.048
Si	3.7809	7.9791	18.8419
Si	2.6331	12.7245	15.2003
Si	7.4138	-1.4015	13.2086
Si	5.7253	12.4735	15.1132
Si	7.0831	16.1388	19.1726
Si	8.0129	7.0537	25.0424
Si	13.678	3.8316	13.4034
Si	10.2823	13.6075	13.6333
Si	4.6886	5.1907	18.4581
Si	0.3319	2.7178	16.913
Si	1.79	7.8006	16.5905
Si	9.1284	8.7783	19.2441
Si	3.9716	16.9885	22.6681
Si	3.3863	8.5604	21.8229
Si	6.1945	14.5071	17.1057
Si	9.1953	3.9886	15.8834
Si	9.1596	10.0175	21.9283
O	-0.6222	0.9859	0.5431
O	-1.9401	4.3785	-1.8686
O	-0.4878	4.4147	0.4113
O	7.8472	9.0314	0.8108
O	-1.1747	8.4403	0.6166
O	8.5668	12.8054	1.0178
O	6.7711	-1.0437	-0.8528
O	7.832	0.8567	0.6807
O	8.4853	5.7937	24.0588
O	4.6676	3.6715	-1.5365
O	1.4522	8.7171	0.8749
O	3.718	11.7515	-0.8898
O	1.5756	12.1382	0.8427
O	8.4152	-1.9378	-2.6868
O	1.0033	0.2164	-1.31
O	3.2884	4.3071	0.7628
O	1.4649	10.4061	-1.2036
O	-1.5513	0.1813	-1.9033
O	-0.1973	2.5296	-1.5384
O	2.3025	7.3818	22.0673
O	10.4689	10.8982	22.3819
O	-1.2334	13.1963	-0.9741
O	-1.9918	10.7601	-0.2962
O	8.0155	2.8489	16.053
O	5.6805	1.514	19.0419
O	3.0857	5.8069	-1.467
O	6.2081	1.4412	-1.4279
O	1.1941	7.6935	-1.5405
O	3.5122	8.7401	-0.8527
O	1.7146	13.1521	-1.6157
O	1.6187	3.6154	16.5389
O	6.8253	15.7733	16.2293
O	4.9471	2.086	21.4777
O	7.1811	3.6638	-2.5187
O	8.9786	10.0373	20.2902
O	6.0714	8.2129	-1.3222
O	8.5796	8.3143	12.2572
O	6.4386	11.9236	-1.5026
O	6.5282	13.0421	16.433
O	2.5198	4.1797	11.8801
O	3.8927	9.9807	13.7585
O	11.3426	8.4344	11.8549
O	10.1963	13.719	11.9954
O	13.9182	14.1289	15.9447
O	10.5135	3.5336	16.77
O	5.0221	1.3724	13.4829
O	14.4559	4.7528	14.5261
O	6.3066	17.8347	11.4651
O	5.5976	10.7096	11.8387
O	5.4479	15.2603	11.2257
O	8.2233	1.3514	18.2031
O	2.5435	12.7538	13.5671
O	13.0627	11.7153	15.7427
O	9.9953	3.5244	11.7865
O	6.4566	6.6616	11.7191
O	7.623	13.1407	11.8477
O	5.2804	0.2818	0.8288
O	4.5858	14.662	17.2472
O	6.1656	5.8768	18.2568
O	2.3507	8.2591	12.507
O	10.5326	1.778	13.6794
O	7.1203	7.6035	16.5015
O	3.7133	6.3548	19.0843
O	9.4204	0.623	15.8793
O	11.1464	14.7919	14.3504
O	0.5789	2.2394	18.4555
O	4.8678	3.9836	19.5243
O	2.6108	8.4579	17.829
O	9.4503	8.4537	22.345
O	14.0778	2.2942	13.665
O	0.316	1.4003	15.9309
O	9.5868	4.154	14.3136
O	7.5895	16.1054	20.6906
O	10.8231	10.2282	15.6302
O	12.0547	3.9885	13.5061
O	6.1968	8.6669	13.4035
O	13.9659	8.3923	15.2021
O	2.9524	15.2735	13.3259
O	1.4624	14.087	11.563
O	10.9949	12.2073	14.0103
O	6.0075	13.6004	13.9343
O	9.6777	9.3019	17.8131
O	8.7186	13.7092	14.1472
O	5.2345	8.368	18.2008
O	4.0418	4.6575	17.0319
O	13.5475	6.1971	16.5744
O	10.194	7.708	19.9088
O	6.2013	11.0439	14.4943
O	3.5173	1.006	15.6836
O	11.8257	8.1092	16.8408
O	6.829	14.6082	18.6116
O	1.0332	0.5672	20.3979
O	3.5737	8.7745	20.2299
O	7.6905	6.6174	14.0944
O	4.1664	12.3088	15.5562
O	13.8577	0.2189	18.0054
O	5.383	5.7182	0.003
O	7.7034	7.996	19.0603
O	3.0631	2.1181	19.5772
O	2.9788	-0.7875	0.1698
O	8.6535	5.4565	16.3296
O	12.7386	10.1897	13.6976
O	9.5532	7.8759	15.5434
O	7.3391	15.6781	12.8972

Results
free energy: -144346.215 eV
free energy less fixed offsets of O -569.03, Si -635.61 eV per atom: 4.645 eV
pressure: -0.89 GPa
stress xx, yy, zz, yz, xz, xy (GPa, positive in tension): 1.03, 1.38, 0.25, -0.09, -0.13, 0.14

Forces (eV/angstrom), in the order of the atoms: element, x, y, z
Si	-0.0824	0.1012	-0.1786
Si	0.2726	-0.0792	-0.5173
Si	-0.1853	-0.1265	0.0758
Si	0.6543	-0.0997	0.1857
Si	-0.0263	-0.0671	-0.1181
Si	0.1076	-0.0705	-0.4332
Si	-0.2009	0.1389	-0.156
Si	0.23	0.0108	-0.4407
Si	0.0418	0.0287	-0.2231
Si	0.1071	0.3854	-0.2252
Si	-0.1265	0.1471	-0.1714
Si	-0.2786	0.0286	-0.0281
Si	0.4256	0.1516	-0.2989
Si	-0.0724	0.0238	-0.3664
Si	0.2245	0.0706	-0.4035
Si	-0.4119	0.0194	-0.39
Si	0.1709	0.1281	-0.0574
Si	-0.4235	0.2224	-0.3058
Si	0.0022	-0.1347	-0.1478
Si	0.1172	-0.0437	-0.2927
Si	-0.5364	0.0651	-0.3349
Si	-0.4176	-0.1221	-0.0282
Si	0.2668	-0.0041	-0.1866
Si	0.2135	-0.1092	0.06
Si	0.0059	-0.2948	0.0367
Si	-0.0566	0.2205	0.1386
Si	-0.0888	-0.3398	0.2085
Si	-0.0166	0.1427	0.1704
Si	-0.0227	-0.3155	0.082
Si	0.0282	0.118	0.1898
Si	0.0318	-0.0059	-0.2322
Si	0.0437	0.1064	0.1118
Si	0.03	-0.075	-0.0631
Si	0.1296	0.0522	0.1491
Si	0.0721	0.0263	0.0216
Si	0.1068	0.1522	0.014
Si	-0.1687	0.0639	0.1254
Si	-0.2083	0.0258	0.0747
Si	-0.0258	-0.0273	-0.1149
Si	-0.0392	0.0084	0.1106
Si	-0.0779	0.1305	0.025
Si	0.085	0.052	-0.0378
Si	0.1886	0.0241	-0.085
Si	0.0301	-0.1225	-0.0474
Si	0.1161	0.2122	0.0707
Si	-0.08	-0.0241	0.1351
Si	0.0952	-0.0018	0.1812
Si	-0.0665	-0.2854	-0.0936
Si	0.1185	-0.2235	-0.0055
Si	-0.0347	-0.1573	0.0808
Si	0.2504	0.014	0.161
Si	0.1707	0.0687	-0.1011
Si	0.0758	0.0628	-0.0326
Si	0.0685	-0.0878	0.1107
Si	-0.0787	0.0499	0.0703
Si	-0.0402	0.0504	-0.0456
Si	-0.1558	0.1078	0.1399
Si	0.0698	0.0064	0.0179
Si	0.0239	0.0293	-0.0483
Si	0.0214	-0.0689	0.021
Si	0.0096	0.023	0.2302
Si	-0.0447	0.3316	-0.3069
Si	-0.1043	0.1499	-0.2649
Si	-0.0216	-0.1638	-0.1755
Si	-0.0495	-0.0256	-0.032
Si	0.045	0.1818	-0.1327
Si	0.1099	-0.0057	-0.1027
Si	0.1256	0.0468	-0.1095
Si	0.0594	-0.0791	-0.0209
Si	-0.1037	0.0253	-0.2144
Si	-0.1407	0.0764	-0.1571
Si	-0.1362	0.0604	-0.2562
Si	-0.088	-0.0719	0.2402
Si	-0.171	0.4417	-0.0497
Si	0.0975	0.1503	0.0218
Si	0.0455	0.0727	-0.2314
Si	-0.1004	0.0671	-0.0272
Si	-0.0528	-0.092	-0.1942
Si	0.0819	0.24	0.053
Si	-0.2578	-0.1287	-0.1314
Si	0.0524	0.2513	-0.0794
Si	0.102	0.1372	-0.0426
Si	-0.0333	0.1889	-0.1994
Si	0.0466	-0.1732	-0.1206
Si	0.1333	-0.0175	0.0274
Si	0.0139	-0.2906	-0.1738
Si	-0.1682	0.0889	-0.1339
Si	0.0465	0.0017	0.267
Si	0.1859	-0.7386	-0.0014
Si	0.2218	0.8209	0.2329
Si	-0.1455	-0.6202	0.3914
Si	0.1044	0.1792	-0.4235
Si	0.0097	-0.0267	0.5056
Si	-0.0536	-0.1575	0.0303
Si	0.0495	-0.1016	-0.2096
Si	0.0934	0.0105	0.119
Si	-0.6691	-0.0145	0.5546
Si	0.0544	-0.265	0.3736
Si	0.1986	0.0224	-0.0206
Si	0.1778	0.0983	0.0623
Si	-0.046	0.0464	0.3132
Si	-0.0127	0.1032	0.2912
Si	0.021	-0.0366	-0.1467
Si	0.0175	0.0038	0.149
Si	-0.0835	-0.0716	0.2581
Si	-0.0911	0.0525	0.3874
Si	-0.0191	-0.2594	0.7567
Si	0.1253	0.0122	0.4814
Si	-0.0086	0.1474	-0.2378
Si	0.0434	0.0799	0.0966
Si	-0.027	-0.0109	-0.0173
Si	-0.0497	-0.0233	0.309
Si	0.1121	0.0349	0.3666
Si	0.0235	0.1455	0.1802
Si	-0.0996	-0.0103	-0.117
Si	-0.0092	-0.0082	0.2313
Si	0.0321	-0.0839	0.3933
Si	-0.0487	0.0611	-0.0071
Si	0.0684	0.141	0.2241
Si	0.1853	-0.1443	0.3361
Si	-0.0229	-0.0896	0.3055
Si	0.0668	0.0138	-0.0348
Si	0.4263	-0.3134	-0.6885
Si	-0.0404	-0.0397	0.0739
Si	0.0704	0.0294	0.1684
Si	-0.0056	-0.0322	0.0356
Si	-0.128	-0.0527	0.2164
Si	-0.0419	0.0121	0.2284
Si	0.079	-0.1249	-0.0257
Si	0.0571	0.0313	-0.266
Si	-0.0235	-0.0217	-0.0775
Si	-0.0046	-0.0017	0.0573
Si	-0.0531	-0.0789	0.2315
Si	-0.1193	-0.2538	-0.1744
O	-0.1624	-0.0529	0.2449
O	-0.0007	0.0217	0.1624
O	-0.1798	0.1142	0.5949
O	0.0178	-0.0641	0.0987
O	0.0953	-0.0543	0.2363
O	-0.1841	0.0196	0.2837
O	-0.0318	-0.0238	0.1525
O	0.1536	0.0119	0.1048
O	-0.134	-0.0631	0.0519
O	-0.1464	0.1232	0.2326
O	-0.1453	-0.0595	0.3464
O	-0.2096	0.0713	0.0528
O	-0.3691	0.1433	0.3685
O	-0.0404	-0.0307	0.1166
O	0.0427	-0.0136	0.0815
O	0.3675	-0.0975	0.4975
O	-0.025	0.1185	0.1509
O	-0.0121	-0.0713	0.1036
O	-0.0058	-0.0573	0.1909
O	0.0236	0.0008	0.1176
O	0.1368	0.1833	0.2499
O	0.0162	-0.1979	0.2782
O	0.1169	0.2083	-0.0074
O	0.049	0.0405	-0.0832
O	0.0272	-0.0224	0.0595
O	0.1295	-0.0572	0.1549
O	0.0204	-0.2475	0.1831
O	0.0032	0.1389	0.0295
O	0.0046	-0.0778	-0.0303
O	0.007	-0.091	0.1331
O	0.1044	0.0741	-0.1629
O	0.0138	-0.0335	-0.0001
O	-0.0051	-0.0549	0.1476
O	-0.1126	-0.0719	0.1506
O	-0.0116	0.0354	0.0947
O	-0.1337	0.0822	0.0853
O	0.0132	-0.0025	-0.0853
O	-0.2248	-0.1053	0.1236
O	-0.0843	0.0283	-0.1476
O	-0.0141	-0.094	-0.0737
O	-0.0045	0.0113	-0.0568
O	0.1009	0.1646	-0.5469
O	-0.0513	-0.0753	-0.1591
O	-0.023	-0.0568	-0.0983
O	-0.0203	0.0391	-0.0975
O	0.1101	0.0185	-0.2183
O	-0.0328	-0.0318	-0.1313
O	-0.1744	0.1127	-0.096
O	0.0037	0.2172	-0.2942
O	-0.1818	-0.0888	-0.1209
O	-0.0807	-0.0594	0.004
O	0.1176	0.1022	-0.2314
O	-0.0392	-0.0304	-0.1434
O	-0.0642	0.1265	-0.3989
O	-0.1534	-0.2633	-0.1757
O	-0.0336	0.059	-0.0192
O	-0.104	-0.0873	0.1147
O	0.0271	-0.0086	-0.0441
O	-0.0699	0.0078	0.0099
O	-0.0539	-0.0373	-0.0199
O	0.0127	-0.0017	-0.1411
O	0.0066	-0.0392	-0.2046
O	0.0319	-0.0276	-0.0207
O	0.0833	0.0006	-0.1294
O	-0.0369	0.0066	-0.1164
O	0.0397	-0.0151	-0.0458
O	0.0181	-0.0178	0.0177
O	0.0235	-0.044	-0.0763
O	-0.0356	0.0851	0.0786
O	-0.0314	-0.0018	-0.0618
O	-0.0319	0.012	-0.1917
O	0.0137	-0.0067	-0.1697
O	0.0075	0.0015	0.1458
O	0.0568	0.0255	-0.1346
O	0.1238	0.0352	-0.1022
O	-0.0184	-0.0745	-0.0333
O	0.0818	0.0758	-0.2451
O	0.1523	-0.0787	-0.1355
O	0.329	-0.1217	-0.0565
O	0.0334	-0.0815	-0.0735
O	0.0474	0.1154	-0.2281
O	-0.0034	0.0484	-0.0431
O	-0.1321	0.0923	-0.0094
O	-0.0525	-0.0634	-0.003
O	-0.0587	0.0125	-0.1619
O	0.0411	-0.1131	-0.0957
O	-0.1372	0.0477	0.0738
O	-0.0357	-0.1093	-0.2204
O	0.0102	0.0518	-0.2824
O	0.0556	-0.0124	-0.0761
O	-0.0366	0.0851	-0.0495
O	-0.0558	-0.0043	0.1211
O	0.034	0.0124	0.0824
O	-0.0382	0.0412	-0.2111
O	0.0607	-0.0063	-0.0604
O	0.0378	-0.0143	-0.032
O	0.1163	-0.0997	0.3222
O	-0.061	-0.0244	-0.0263
O	0.0579	0.0056	0.0442
O	0.2966	-0.039	0.3759
O	0.0014	0.0692	-0.1212
O	0.0628	-0.0384	-0.072
O	-0.1102	-0.0905	-0.1618
O	-0.1345	0.0987	-0.1883

The program warned: the cutoff lies below the one the program advises for these potential files.
